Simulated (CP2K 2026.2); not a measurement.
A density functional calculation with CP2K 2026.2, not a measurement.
Periodic cell of 504 atoms, Si360O144, from a study of silicon, its oxide and their interface. The atomic structure is a simulated model.
Doubt: the forces sum to 1.91 eV/angstrom along one axis rather than to zero, so they err by at least 0.0038 eV/angstrom per atom on average; the grid cutoff is modest.

Settings
functional: PBE
method: Gaussian and plane waves
basis set: DZVP-MOLOPT-SR-GTH
pseudopotentials: GTH-PBE
grid cutoff: 350 Ry, relative cutoff 50 Ry
k points: Gamma only
occupations: fixed
spin: none
net charge: 0

Cell vectors (angstrom)
a 16.32 0 0
b 0 16.32 0
c 3.7226 -4.9359 34.5158

Atoms and the computed forces on them: element, x, y, z (angstrom), force x, y, z (eV/angstrom)
Si 1.142 15.304 0.153 -0.002 -0.253 0.762
Si 3.844 1.401 0.07 0.296 -0.02 0.727
Si 5.321 -1.335 34.474 -0.088 0.337 0.76
Si 7.589 2.029 34.438 0.217 -0.256 0.697
Si 1.64 9.228 0.025 -0.175 0.222 0.772
Si 4.369 12.044 0.165 -0.173 0.06 0.772
Si 7.079 14.718 0.11 -0.129 0.162 0.783
Si 9.352 1.614 0.197 0.092 -0.166 0.777
Si 10.835 -1.143 34.444 -0.24 0.195 0.716
Si 9.768 6.592 0.086 -0.136 0.118 0.767
Si 6.544 9.853 0.216 0.056 -0.158 0.837
Si 9.26 12.493 0.162 0.12 -0.145 0.757
Si 12.37 14.72 0.016 -0.114 0.235 0.728
Si 15.221 1.116 0.148 -0.213 0.017 0.776
Si 11.907 4.349 0.184 0.139 -0.009 0.773
Si 18.446 2.178 34.433 0.168 -0.204 0.718
Si 12.476 9.306 0.092 -0.163 0.107 0.765
Si 18.358 7.575 34.37 0.283 -0.187 0.719
Si 2.686 0.025 1.54 -0.015 0.005 -0.044
Si 5.468 2.671 1.232 -0.009 -0.005 -0.04
Si 2.705 5.339 1.189 -0.004 -0.023 -0.048
Si 5.401 8.13 1.315 -0.005 0.028 -0.057
Si 2.722 10.859 1.334 0.007 -0.002 -0.059
Si 5.501 13.612 1.461 0.005 -0.006 -0.044
Si 8.194 -0.01 1.42 0.005 0.007 -0.04
Si 10.827 2.797 1.544 0.003 0.021 -0.038
Si 8.151 5.414 1.319 0.015 -0.012 -0.053
Si 10.91 8.154 1.405 0.019 -0.009 -0.039
Si 8.127 10.953 1.516 -0.02 0.007 -0.053
Si 10.867 13.612 1.429 0.01 -0.008 -0.048
Si 13.561 -0.034 1.334 0.012 -0.015 -0.03
Si 16.365 2.668 1.443 0.005 -0.011 -0.074
Si 13.623 5.499 1.285 -0.019 0.018 -0.059
Si 16.321 8.152 1.313 -0.008 0.004 -0.051
Si 13.643 10.912 1.309 -0.017 0.007 -0.032
Si 16.258 13.601 1.237 -0.012 -0.019 -0.061
Si 1.363 1.382 2.881 -0.011 -0.01 0.052
Si 4.111 4.062 2.614 -0.001 -0.002 -0.002
Si 1.348 6.71 2.618 0.025 0.009 0.006
Si 4.053 9.484 2.722 0.026 0.006 0.041
Si 1.323 12.25 2.624 0.005 0.012 0.017
Si 4.084 14.945 2.77 0.012 -0.011 0.021
Si 6.767 1.342 2.708 -0.006 0.009 0.012
Si 9.443 4.13 2.835 -0.008 0.021 0.048
Si 6.791 6.792 2.66 0.008 0.005 0.006
Si 9.524 9.517 2.734 0.007 0.002 0.009
Si 6.806 12.29 2.89 -0.004 -0.01 0.05
Si 9.562 14.997 2.798 -0.005 0.004 0.019
Si 12.255 1.365 2.725 -0.005 -0.015 0.005
Si 14.962 4.105 2.659 -0.032 0.008 0.014
Si 12.286 6.809 2.752 -0.003 -0.011 0.043
Si 15.012 9.563 2.686 -0.001 -0.015 0.003
Si 12.239 12.203 2.719 0.007 -0.005 0.009
Si 14.932 14.926 2.707 -0.003 0.018 0.02
Si 16.283 -0.034 4.112 -0.01 -0.006 -0.008
Si 2.774 2.768 4.103 0.002 0.017 -0.002
Si 16.32 5.428 4.05 0.014 0.01 0.01
Si 2.684 8.101 4.029 -0.017 0.009 -0.016
Si 16.346 10.901 4.061 -0.009 0 0.008
Si 2.688 13.568 4.053 -0.015 -0.014 -0.001
Si 5.432 0.006 4.11 0.013 0.013 -0.009
Si 8.101 2.706 4.114 0.015 -0.001 -0.004
Si 5.432 5.429 4.025 -0.006 -0.016 -0.008
Si 8.149 8.143 4.055 -0.006 -0.01 -0.004
Si 5.409 10.851 4.115 0.006 -0.002 -0.019
Si 8.198 13.648 4.172 -0.004 -0.007 0.001
Si 10.912 0.034 4.129 -0.005 -0.007 -0.005
Si 13.62 2.737 4.051 0.009 0.005 0.004
Si 10.888 5.47 4.115 0.01 -0.007 -0.015
Si 13.639 8.199 4.067 -0.006 0.001 -0.012
Si 10.888 10.862 4.097 0.008 0.023 0.001
Si 13.589 13.578 4.085 0.005 0.005 -0.025
Si 17.661 -1.344 16.309 0.001 0.004 -0.007
Si 4.068 1.371 16.328 0.007 -0.014 -0.009
Si 17.696 4.081 16.348 -0.006 0.004 -0.001
Si 4.091 6.79 16.342 0 0.014 0.001
Si 17.701 9.518 16.293 0.003 0.002 -0.009
Si 4.078 12.252 16.292 -0.004 0.002 -0.008
Si 6.78 -1.351 16.299 0.011 0.002 -0.014
Si 9.505 1.359 16.326 0 -0.008 -0.011
Si 6.789 4.079 16.341 0.004 -0.004 -0.01
Si 9.507 6.798 16.315 -0.01 0.003 -0.009
Si 6.823 9.516 16.309 -0.003 -0.004 -0.009
Si 9.517 12.213 16.309 -0.003 0.005 -0.009
Si 12.252 -1.352 16.322 -0.001 -0.004 -0.004
Si 14.954 1.332 16.322 0.003 0.001 -0.007
Si 12.226 4.076 16.319 -0.002 0.005 -0.003
Si 14.972 6.798 16.316 -0.01 -0.004 -0.009
Si 12.242 9.538 16.314 0.007 -0.002 -0.007
Si 14.959 12.266 16.31 0.002 -0.003 -0.009
Si 2.712 -0.005 17.668 -0.017 0.018 0.008
Si 5.403 2.74 17.709 0.001 -0.005 -0.009
Si 2.747 5.431 17.733 0.011 -0.013 0.003
Si 5.461 8.176 17.668 0.01 0.01 0.016
Si 2.701 10.916 17.643 0.002 -0.011 0.014
Si 5.46 13.578 17.654 -0.004 0.008 0.009
Si 8.086 0.041 17.668 0.007 0.015 0.005
Si 10.881 2.701 17.687 -0.012 0.003 -0.006
Si 8.176 5.418 17.69 0.004 0.001 0.017
Si 10.838 8.204 17.65 -0.003 0.005 0.001
Si 8.175 10.853 17.7 0.008 -0.005 0.006
Si 10.896 13.569 17.632 -0.002 -0.016 0.006
Si 13.594 0.001 17.723 -0.005 0.003 0.005
Si 16.331 2.678 17.66 -0.004 -0.008 0.014
Si 13.595 5.44 17.658 0.021 -0.003 0.019
Si 16.368 8.146 17.654 0 0.013 -0.004
Si 13.622 10.895 17.667 -0.013 0 0.024
Si 16.286 13.649 17.682 0.001 -0.003 0.004
Si 17.692 1.345 19.059 -0.005 0.006 -0.034
Si 4.084 4.075 19.147 -0.003 -0.001 0.007
Si 17.701 6.803 19.064 -0.007 0.011 -0.005
Si 4.092 9.585 18.977 0.009 0 -0.037
Si 17.652 12.284 19.001 0.001 0.006 -0.032
Si 4.087 -1.388 18.979 0.014 0.006 -0.019
Si 6.728 1.397 19.094 0 -0.006 -0.014
Si 9.512 4.017 19.06 -0.023 -0.003 -0.007
Si 6.835 6.813 19.022 -0.008 0.011 -0.025
Si 9.544 9.541 19.113 0.014 -0.001 -0.005
Si 6.787 12.195 19.033 -0.009 -0.003 -0.007
Si 9.464 -1.393 18.889 0.004 -0.006 -0.051
Si 12.238 1.374 19.084 0.004 0.006 -0.019
Si 14.947 4.025 18.983 -0.017 -0.005 -0.03
Si 12.206 6.845 18.946 -0.002 -0.016 -0.012
Si 15.047 9.545 18.979 0.008 0.011 -0.02
Si 12.256 12.239 19.042 0.002 0.009 -0.033
Si 14.937 -1.35 19.114 0.004 -0.015 0.008
Si 16.333 -0.002 20.453 0.022 0.024 0.043
Si 2.7 2.69 20.499 -0.027 -0.011 0.062
Si 16.334 5.352 20.325 0 -0.017 0.035
Si 2.748 8.247 20.341 0.014 0.01 0.041
Si 16.332 10.945 20.401 -0.021 0.003 0.035
Si 2.744 -2.729 20.338 -0.012 -0.016 0.063
Si 5.35 -0.028 20.399 0.013 -0.003 0.033
Si 8.094 2.74 20.501 0.017 0.016 0.038
Si 5.479 5.494 20.432 -0.001 0.02 0.061
Si 8.181 8.15 20.439 -0.001 -0.002 0.037
Si 5.41 10.903 20.44 -0.01 -0.02 0.057
Si 8.176 -2.754 20.3 0.019 0.004 0.058
Si 10.783 -0.052 20.252 0.005 -0.012 0.077
Si 13.622 2.724 20.466 0.012 0.009 0.057
Si 10.913 5.432 20.307 0.005 0.008 0.03
Si 13.629 8.192 20.233 0.001 -0.005 0.026
Si 10.94 10.898 20.476 -0.003 -0.012 0.05
Si 13.573 -2.726 20.47 -0.013 -0.008 0.049
Si 17.911 -1.232 21.694 -0.217 -0.07 -0.768
Si 3.763 1.025 21.794 0.165 0.176 -0.755
Si 17.42 3.846 21.791 0.149 0.124 -0.766
Si 4.313 7.12 21.655 -0.088 -0.108 -0.785
Si 17.973 9.852 21.663 -0.124 -0.141 -0.797
Si 3.843 12.094 21.782 0.251 0.105 -0.765
Si 6.922 -1.275 21.589 -0.214 -0.202 -0.768
Si 9.153 0.946 21.587 0.151 0.316 -0.779
Si 7.063 4.451 21.828 -0.162 -0.297 -0.736
Si 9.409 6.553 21.676 0.071 0.253 -0.726
Si 6.547 9.284 21.702 0.162 0.103 -0.763
Si 9.744 12.528 21.705 -0.046 -0.221 -0.749
Si 11.896 -1.551 21.637 0.154 0.02 -0.782
Si 15.233 1.594 21.784 -0.158 -0.1 -0.753
Si 12.505 4.411 21.687 -0.102 -0.242 -0.746
Si 14.737 6.571 21.469 0.077 0.043 -0.732
Si 12.626 9.732 21.674 -0.235 -0.005 -0.733
Si 14.761 12.036 21.801 0.154 0.197 -0.747
Si 17.858 0.986 29.049 -0.001 0.065 0.033
Si 16.471 -2.826 24.05 -0.082 -0.037 -0.054
Si 10.794 8.39 23.69 -0.025 -0.116 -0.065
Si 15.149 6.269 29.588 -0.129 0.017 -0.133
Si 12.153 3.64 32.54 0.109 -0.03 0.203
Si 17.045 -2.482 32.594 -0.076 -0.101 0.147
Si 10.916 7.511 26.684 -0.011 0.014 0.065
Si 5.562 -2.829 24.013 -0.119 0.108 -0.173
Si 15.76 1.866 27.309 -0.057 -0.104 0.011
Si 16.507 8.001 23.686 0.131 -0.061 -0.1
Si 8.031 7.538 27.99 -0.023 0.015 0.053
Si 7.749 0.873 31.516 0.065 0.129 0.114
Si 6.193 8.506 32.708 0.056 0.006 0.071
Si 9.156 11.224 32.345 -0.057 -0.052 0.066
Si 18.727 5.843 23.864 -0.097 0.018 -0.163
Si 11.473 4.434 26.966 0.01 -0.097 0.012
Si 17.411 -1.909 29.769 -0.141 -0.011 -0.023
Si 19.55 1.841 31.461 -0.076 0.023 0.217
Si 11.832 1.981 30.25 0.042 0.004 -0.049
Si 11.687 3.074 24.425 0.071 0.013 -0.137
Si 7.062 3.381 29.841 -0.029 0.053 0.068
Si 13.235 0.357 23.824 0.131 0.047 -0.192
Si 10.535 -0.396 31.367 -0.089 -0.039 0.19
Si 13.426 8.65 28.231 0.108 -0.065 0.018
Si 3.41 5.344 26.804 -0.001 0.033 -0.095
Si 5.295 -2.203 28.955 0.055 0.015 -0.028
Si 4.779 4.56 31.496 0.113 -0.042 0.088
Si 7.157 11.689 25.939 0.006 -0.007 0.121
Si 13.245 11.427 29.695 -0.028 0.065 0.055
Si 15.131 -2.896 28.167 0.005 -0.038 0.062
Si 15.833 9.026 26.358 -0.007 0.072 0.119
Si 3.336 9.261 29.439 0.178 -0.147 0.01
Si 10.496 -3.301 30.215 0.054 -0.022 -0.039
Si 3.725 7.234 31.848 -0.124 0.031 0.012
Si 8.371 0.172 26.863 -0.006 -0.028 0.072
Si 8.266 -2.614 28.133 0.004 0.006 -0.002
Si 9.176 1.682 24.5 -0.066 -0.058 -0.107
Si 17.643 7.315 28.155 -0.014 -0.049 0.021
Si 19.321 12.138 28.679 -0.036 0.048 -0.13
Si 9.498 2.667 28.421 -0.011 -0.03 0.023
Si 4.155 1.753 24.815 0.047 -0.063 -0.28
Si 14.846 -0.86 25.993 0.11 -0.035 0.024
Si 13.772 3.574 28.713 0.036 0.042 0.028
Si 18.464 2.619 26.701 -0.07 -0.033 -0.047
Si 6.054 9.716 27.908 0.009 0.018 0.074
Si 5.347 -0.692 26.297 0.147 -0.055 -0.036
Si 14.372 5.775 32.471 -0.063 -0.058 0.142
Si 17.307 11.844 26.447 -0.005 0.047 -0.03
Si 14.848 11.668 32.433 -0.001 -0.013 0.121
Si 7.624 9.357 30.266 0.117 0.074 0.005
Si 6.46 4.918 27.354 -0.016 0.01 -0.005
Si 5.121 -0.603 31.571 -0.005 -0.033 0.112
Si 8.517 10.563 23.711 -0.019 0.044 -0.038
Si 6.627 3.445 24.742 0.112 0.071 -0.127
Si 1.351 14.934 5.441 0.004 0.002 0.006
Si 4.088 1.375 5.464 -0.01 0.002 0.014
Si 1.37 4.1 5.436 0.006 -0.004 0.011
Si 4.07 6.782 5.403 0.004 0.001 0.003
Si 1.361 9.499 5.405 0.009 0 0.006
Si 4.042 12.221 5.442 0.01 0.003 0.005
Si 6.8 14.99 5.484 0.01 0.001 0.016
Si 9.51 1.375 5.459 -0.008 0.012 0.007
Si 6.762 4.086 5.446 -0.008 -0.004 0.014
Si 9.516 6.821 5.452 0.009 0.003 0.005
Si 6.798 9.498 5.439 0.001 0.007 0.006
Si 9.546 12.235 5.47 -0.006 0.006 0.01
Si 12.252 14.955 5.458 0.007 0.003 0.008
Si 14.95 1.367 5.443 -0.004 -0.01 0.006
Si 12.247 4.077 5.432 -0.007 0.003 0.005
Si 14.98 6.81 5.415 -0.009 0.004 0.009
Si 12.259 9.519 5.448 0.001 -0.014 0.009
Si 14.968 12.234 5.436 0 -0.01 0.014
Si 2.711 -0.005 6.791 0.002 0.004 0.004
Si 5.433 2.729 6.831 -0.001 0.004 0.002
Si 2.719 5.452 6.801 -0.008 0.002 -0.001
Si 5.43 8.138 6.784 -0.001 -0.005 -0.002
Si 2.705 10.853 6.799 -0.004 -0.008 -0.003
Si 5.421 13.595 6.792 -0.002 0.003 -0.002
Si 8.164 0.017 6.835 -0.009 0.005 0.001
Si 10.881 2.732 6.805 0.002 -0.01 0.001
Si 8.152 5.441 6.792 -0.002 -0.005 -0.001
Si 10.885 8.17 6.807 -0.003 0.007 0.004
Si 8.159 10.87 6.798 0.006 -0.002 0.003
Si 10.895 13.6 6.825 0.001 -0.004 0.004
Si 13.598 0.008 6.812 -0.001 0 0.003
Si 16.331 2.722 6.789 0.009 -0.002 -0.002
Si 13.612 5.447 6.779 0.004 0.004 -0.002
Si 16.324 8.162 6.79 -0.001 0.003 -0.003
Si 13.612 10.88 6.806 -0.004 0.008 0.008
Si 16.319 13.587 6.811 -0.004 -0.003 -0.001
Si 1.358 1.358 8.156 -0.003 -0.002 0.003
Si 4.066 4.088 8.171 -0.003 -0.01 0
Si 1.361 6.81 8.159 0.014 0.013 -0.002
Si 4.081 9.505 8.153 -0.004 0.007 0.001
Si 1.355 12.221 8.164 -0.008 -0.004 -0.001
Si 4.074 14.959 8.158 0 -0.003 -0.007
Si 6.802 1.374 8.184 0.014 0.01 0
Si 9.518 4.088 8.16 0.003 -0.002 -0.001
Si 6.794 6.795 8.157 -0.002 -0.001 -0.006
Si 9.523 9.524 8.166 0.007 0.002 0.001
Si 6.792 12.236 8.149 -0.001 -0.003 -0.004
Si 9.522 14.959 8.175 -0.007 0.001 -0.007
Si 12.232 1.364 8.167 -0.008 -0.009 -0.004
Si 14.966 4.086 8.147 -0.002 0.005 -0.01
Si 12.247 6.796 8.153 -0.009 -0.002 -0.002
Si 14.966 9.513 8.16 -0.002 -0.007 -0.004
Si 12.254 12.238 8.173 0.005 0.008 -0.004
Si 14.962 14.962 8.162 0.007 0.008 -0.002
Si 16.318 0.003 9.52 0.001 -0.006 -0.004
Si 2.712 2.719 9.522 -0.001 0.004 -0.001
Si 16.322 5.444 9.515 0.005 0.004 -0.002
Si 2.72 8.16 9.524 -0.003 -0.005 0.004
Si 16.319 10.87 9.528 -0.005 0.002 0.005
Si 2.717 13.593 9.515 0.002 0.001 -0.002
Si 5.435 0 9.522 0.004 0.003 -0.005
Si 8.166 2.73 9.533 -0.005 -0.003 0.001
Si 5.437 5.441 9.524 -0.002 -0.004 -0.004
Si 8.159 8.158 9.514 0.007 0.004 -0.004
Si 5.438 10.874 9.512 0.002 -0.004 -0.003
Si 8.151 13.596 9.518 0.002 0 -0.002
Si 10.877 0.005 9.53 0.003 0.001 0.001
Si 13.601 2.729 9.514 0 -0.004 -0.005
Si 10.885 5.442 9.518 -0.006 0.002 -0.003
Si 13.604 8.155 9.519 0 0.006 -0.001
Si 10.883 10.882 9.525 -0.007 0.003 -0.002
Si 13.606 13.604 9.527 -0.002 0 -0.003
Si 1.359 -1.361 10.872 -0.006 0.003 0.001
Si 4.077 1.364 10.88 -0.006 0 0
Si 1.355 4.082 10.88 -0.004 -0.004 0.001
Si 4.078 6.799 10.881 0.003 0.008 -0.002
Si 1.363 9.516 10.889 0.005 0.003 -0.001
Si 4.08 12.236 10.877 0.004 -0.002 0
Si 6.796 -1.36 10.881 0 -0.001 0
Si 9.52 1.363 10.892 -0.004 -0.002 0
Si 6.798 4.084 10.885 0.008 0.003 0.001
Si 9.521 6.799 10.874 0.002 -0.002 0.001
Si 6.802 9.52 10.874 -0.002 -0.001 0.001
Si 9.517 12.241 10.878 0.006 -0.003 0
Si 12.24 -1.356 10.88 -0.003 0 -0.002
Si 14.956 1.366 10.876 0 0 0.001
Si 12.242 4.082 10.884 -0.003 0 -0.002
Si 14.964 6.798 10.885 -0.004 -0.003 -0.001
Si 12.244 9.517 10.878 -0.006 0.001 0
Si 14.961 12.236 10.881 0.009 0.002 -0.001
Si 2.71 0.007 12.233 0.006 -0.006 -0.002
Si 5.439 2.721 12.242 0.007 -0.001 0.002
Si 2.721 5.437 12.24 0.001 0.001 -0.003
Si 5.442 8.159 12.232 -0.003 -0.005 -0.001
Si 2.726 10.877 12.245 -0.009 0 0.007
Si 5.435 13.601 12.239 0.001 0.001 0.003
Si 8.156 -0.001 12.246 0.004 0.005 0.004
Si 10.88 2.724 12.248 0.001 -0.003 0.005
Si 8.16 5.442 12.238 -0.006 0 -0.002
Si 10.885 8.154 12.233 -0.004 0.002 -0.004
Si 8.16 10.879 12.238 0.004 0.001 0.004
Si 10.877 13.604 12.234 -0.004 0.005 -0.001
Si 13.595 0.008 12.237 -0.002 -0.003 0.001
Si 16.314 2.725 12.24 0.002 0.004 0.001
Si 13.606 5.437 12.249 0 0.006 0.001
Si 16.322 8.157 12.249 0.002 0.002 0.001
Si 13.599 10.88 12.241 -0.002 0.002 0.001
Si 16.323 13.598 12.231 -0.006 -0.006 0.002
Si 17.676 1.369 13.598 -0.011 0.004 0.002
Si 4.081 4.081 13.604 -0.005 0.001 0.006
Si 17.686 6.794 13.605 0.002 -0.004 0.001
Si 4.093 9.515 13.599 0.013 -0.009 -0.001
Si 17.68 12.241 13.596 0.008 0.002 0.005
Si 4.066 -1.351 13.588 -0.012 0.014 0.001
Si 6.797 1.363 13.605 0.005 -0.011 0.006
Si 9.514 4.085 13.604 -0.011 0.009 0.007
Si 6.793 6.795 13.593 0.006 0.012 -0.002
Si 9.523 9.51 13.588 0.006 -0.006 0.002
Si 6.802 12.245 13.597 -0.005 0 0.006
Si 9.522 -1.362 13.602 0.008 -0.01 -0.003
Si 12.235 1.36 13.608 0 0 0.007
Si 14.962 4.074 13.616 0 -0.004 0.005
Si 12.244 6.801 13.602 0.001 -0.003 0.003
Si 14.959 9.523 13.604 -0.009 0.006 0.004
Si 12.237 12.248 13.593 -0.009 0.001 0
Si 14.96 -1.358 13.579 0.006 -0.002 -0.005
Si 16.31 0 14.939 -0.009 -0.011 -0.003
Si 2.717 2.728 14.963 0.003 -0.004 0.001
Si 16.335 5.432 14.971 0.002 0.009 -0.002
Si 2.741 8.147 14.958 -0.002 0.003 -0.003
Si 16.32 10.887 14.96 0 -0.005 -0.002
Si 2.709 13.614 14.951 0 0.004 0.001
Si 5.418 0.008 14.952 -0.003 0.001 0
Si 8.153 2.727 14.969 0.003 -0.002 0
Si 5.442 5.438 14.967 0.003 0 -0.001
Si 8.157 8.15 14.942 0.001 -0.005 -0.002
Si 5.45 10.88 14.957 0.004 -0.001 0.002
Si 8.163 13.601 14.963 0.004 0.005 0
Si 10.873 -0.001 14.969 -0.005 0 -0.002
Si 13.596 2.711 14.973 0 0 -0.001
Si 10.878 5.445 14.959 0 0.004 -0.002
Si 13.602 8.162 14.966 -0.001 -0.001 -0.007
Si 10.88 10.875 14.939 -0.004 -0.003 0.005
Si 13.602 13.615 14.944 -0.001 0.005 -0.001
O 2.657 -0.105 22.215 -0.084 -0.098 0.278
O 16.651 7.801 26.995 0.095 -0.492 -0.139
O 14.605 0.86 23.104 0.205 -0.169 0.5
O 9.279 0.443 25.539 0.603 -0.583 -0.094
O 7.173 9.98 23.031 -0.401 -0.122 0.488
O 17.29 3.277 34.064 -0.195 0.126 -0.113
O 4.926 -1.124 27.799 -0.205 0.338 0.062
O 7.991 -0.122 21.988 -0.124 0.14 0.486
O 8.287 5.477 22.178 -0.084 0.144 0.327
O 13.625 5.538 22.085 -0.16 -0.136 0.451
O 11.99 8.184 27.672 -0.114 0.245 0.451
O 12.15 8.885 22.978 0.46 -0.363 0.105
O 12.469 -0.683 22.874 0.149 -0.073 0.215
O 6.469 3.169 34.126 0.071 0.066 -0.289
O 11.894 8.66 34.146 0.047 -0.076 -0.317
O 8.337 8.127 29.483 0.588 -0.409 0.326
O 4.591 -1.014 33.047 -0.623 0.242 -0.119
O 8.096 1.531 32.965 0.288 -0.032 -0.138
O 6.716 -0.352 31.699 0.342 -0.526 -0.17
O 17.198 8.682 34.05 -0.075 -0.038 -0.206
O 16.18 -1.454 33.458 0.055 -0.153 -0.067
O 4.358 0.744 31.155 0.394 -0.017 -0.441
O 5.216 2.877 25.261 -0.247 0.138 0.604
O 4.782 4.756 33.101 -0.383 0.401 0.063
O 5.431 8.189 22.207 0.113 0.09 0.325
O 11.833 3.953 23.088 -0.228 -0.021 0.147
O 4.344 1.549 23.224 0.516 0.009 0.06
O 6.444 8.716 31.146 -0.621 -0.131 -0.202
O 15.58 8.625 24.83 -0.393 -0.082 -0.026
O 17.952 -0.615 29.003 0.203 -0.111 -0.425
O 9.409 -3.345 29.011 0.058 -0.42 -0.35
O 10.824 -2.659 22.208 -0.131 -0.037 0.292
O 11.311 3.1 31.287 -0.703 0.2 -0.011
O 13.667 6.911 33.361 0.006 0.142 -0.258
O 11.8 -4.176 29.836 -0.032 -0.179 0.111
O 6.852 -0.102 26.374 -0.081 0.017 -0.003
O 5.753 9.897 33.385 0.049 0.454 -0.242
O 14.573 0.524 34.103 -0.087 -0.001 -0.583
O 6.465 12.319 24.63 0.188 -0.427 -0.374
O 4.351 12.819 23.163 -0.079 0.19 0.315
O 4.838 -1.702 30.424 -0.469 -0.342 0.171
O 15.371 12.659 23.187 -0.283 -0.016 0.523
O 11.19 5.947 26.563 0.097 0.033 -0.081
O 13.699 10.853 22.215 0.032 -0.072 0.274
O 18.763 1.467 27.798 0.535 -0.295 -0.155
O 7.083 4.461 25.917 0.409 0.232 -0.149
O 10.82 -1.76 30.559 0.364 0.2 -0.326
O 9.177 5.999 34.157 0.116 -0.064 -0.332
O 19.081 1.707 33.007 0.192 -0.23 -0.081
O 14.778 4.726 29.235 0.475 -0.06 0.239
O 11.092 8.181 25.238 0.228 0.304 0.14
O 6.4 -1.911 22.988 -0.012 -0.085 0.155
O 13.321 2.439 29.794 0.434 -0.136 0.029
O 14.425 2.739 27.488 -0.193 0.001 -0.408
O 17.574 6.914 24.218 -0.057 -0.109 0.682
O 3.545 6.489 22.931 0.217 -0.016 0.384
O 3.148 5.419 25.216 0.179 -0.337 -0.274
O 6.864 8.442 27.322 -0.202 -0.281 -0.461
O 18.323 8.613 28.816 -0.322 0.529 0.101
O 15.376 10.325 33.167 0.012 -0.422 -0.551
O 9.749 1.259 23.055 0.453 0.052 0.159
O 6.898 -2.434 28.987 -0.057 -0.186 0.498
O 12.857 2.394 33.297 -0.039 -0.362 -0.183
O 13.823 -3.911 33.413 -0.277 -0.121 -0.403
O 9.701 9.529 23.441 -0.041 0.151 -0.089
O 16.12 -3.714 32.12 0.261 -0.292 -0.615
O 18.061 4.571 23.106 -0.061 0.006 0.529
O 3.865 3.287 31.136 -0.058 -0.039 -0.144
O 4.041 5.911 30.959 -0.31 0.111 -0.424
O 3.57 8.503 30.854 0.13 0.284 0.191
O 19.211 3.908 27.297 0.007 -0.04 0.4
O 3.744 11.432 34.117 0.133 0.104 -0.609
O 18.759 11.829 27.179 0.155 0.012 -0.276
O 6.919 10.31 29.159 -0.083 0.496 0.103
O 8.967 11.961 23.023 -0.354 0.241 0.436
O 9.138 0.306 30.901 -0.15 0.145 -0.537
O 14.406 9.222 27.075 -0.268 0.264 0.031
O 17.574 -1.641 31.34 0.285 0.339 -0.048
O 16.703 6.507 29.196 0.296 -0.174 0.241
O 17.32 9.204 22.996 0.112 0.204 0.368
O 10.069 3.722 27.343 -0.189 0.377 -0.095
O 18.8 7.044 32.878 -0.3 -0.463 -0.314
O 8.532 1.521 27.769 -0.423 0.243 0.314
O 7.474 6.018 27.993 0.101 -0.176 0.194
O 6.283 4.38 30.882 0.422 0.297 0.184
O 14.074 -4.007 28.631 -0.297 -0.089 -0.144
O 10.218 7.043 23.006 0.133 -0.218 0.46
O 5.14 -1.946 25.291 -0.423 -0.015 0.129
O 12.444 4.357 28.246 -0.088 0.435 0.255
O 11.085 4.374 33.46 0.022 0.255 -0.056
O 15.782 -1.727 25.004 0.222 0.345 0.269
O 10.199 10.413 33.26 0.197 -0.081 -0.401
O 6.038 10.86 26.769 -0.606 0.309 -0.286
O 8.66 3.524 29.532 0.293 0.282 0.068
O 15.549 5.055 33.293 0.331 0.048 -0.234
O 10.131 2.928 24.826 -0.149 0.334 0.425
O 4.972 7.48 32.856 0.133 -0.446 0.587
O 18.315 -3.161 29.377 -0.12 -0.209 0.091
O 6.358 3.659 28.393 -0.096 -0.172 -0.23
O 15.484 7.302 22.688 -0.277 -0.019 0.27
O 12.356 1.644 24.168 0.143 -0.021 -0.013
O 7.659 2.222 24.514 -0.221 -0.486 -0.15
O 10.394 -0.604 32.971 -0.327 0.047 -0.145
O 15.852 -2.197 29.435 -0.436 0.386 0.281
O 7.523 7.897 33.375 0.073 0.019 -0.126
O 14.056 11.35 31.084 0.097 -0.027 -0.19
O 11.965 -2.278 34.13 -0.016 -0.028 -0.307
O 10.794 1.916 29.023 0.006 -0.511 -0.437
O 17.36 12.48 24.954 0.541 -0.024 -0.311
O 13.277 4.675 32.038 0.064 0.062 -0.654
O 4.496 -3.567 28.61 0.328 -0.394 -0.15
O 2.737 10.959 22.205 -0.068 -0.163 0.188
O 9.399 7.704 27.171 -0.144 -0.017 -0.043
O 8.296 10.724 25.304 0.365 -0.181 0.301
O 4.978 5.536 27.14 -0.061 0.506 0.161
O 16.314 2.731 22.289 0.075 0.07 0.314
O 15.009 6.465 31.178 0.22 0.398 -0.005
O 12.299 3.784 25.73 0.488 0.305 -0.077
O 13.116 9.89 29.221 -0.309 -0.097 0.363
O 13.526 -0.43 25.191 -0.636 -0.374 0.348
O 15.573 0.504 26.463 0.347 0.042 -0.099
O 18.323 -3.05 33.38 0.069 -0.034 -0.184
O 16.333 1.474 28.78 -0.287 0.13 0.561
O 8.573 10.205 31.238 -0.013 0.024 -0.128
O 4.392 0.434 25.688 -0.401 -0.251 0.346
O 6.415 4.12 23.286 -0.32 0.325 0.244
O 8.043 -4.413 33.295 -0.424 -0.275 -0.098
O 11.799 0.55 30.997 0.554 -0.144 -0.023
O 16.737 10.348 26.413 0.043 -0.203 -0.068
O 9.892 -3.908 31.574 -0.174 0.157 0.337
O 4.603 9.2 28.411 -0.161 -0.242 -0.51
O 6.476 -2.428 34.077 0.117 0.253 -0.246
O 19.357 10.832 29.633 -0.233 0.041 0.396
O 14.166 7.369 28.903 -0.095 -0.273 0.054
O 16.288 -3.578 27.296 0.035 0.253 -0.185
O 16.862 2.803 26.572 -0.064 0.622 -0.333
O 19 2.26 25.218 -0.331 0.077 -0.507
O 8.836 -1.162 27.66 0.551 0.129 0.217
O 18.856 6.444 27.577 0.259 -0.001 0.166
O 17.414 -2.038 23.011 0.274 0.035 0.351
O 6.994 1.901 30.51 -0.314 -0.143 -0.096
O 7.883 -3.511 26.842 0.414 0.248 -0.253
O 18.308 1.594 30.468 -0.148 0.158 0.059
O 14.417 -1.763 27.263 -0.552 -0.113 0.23

Results
total energy: -101658.658 eV
total energy less fixed offsets of O -438.35, Si -107.03 eV per atom: -5.458 eV
